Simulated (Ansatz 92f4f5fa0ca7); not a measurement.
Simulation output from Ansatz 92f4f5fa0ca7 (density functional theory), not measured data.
Periodic cell of 320 atoms, Si176O144, from a study of silicon, its oxide and their interface. The atomic structure is a simulated model.
Doubt: the cutoff is low for norm-conserving oxygen, so forces and energies are approximate.

Settings
functional: PBE
potential files: PseudoDojo norm-conserving
basis: plane waves
wave-function cutoff: 850 eV
density cutoff ratio: 4
exchange-correlation grid ratio: 1
k mesh: 1 x 1 x 1, Gamma-centred
self-consistency stop: 5e-08 eV per atom in the density residual
occupations: fixed
spin: none
net charge: 0

Cell vectors (angstrom)
a  15.3871  0  0.0109
b  0  15.3871  0.0188
c  -0.6585  -0.8885  22.0569

Atoms and the computed forces on them: element, x, y, z (angstrom), force x, y, z (eV/angstrom)
Si  -2.5194  -1.6131  14.7502  -0.1346  -0.1451  0.4255
Si  -2.7483  3.442  14.6181  0.1196  -0.1247  0.538
Si  -2.7141  6.6097  14.6075  0.0425  0.1636  0.4521
Si  -2.6655  -4.0434  14.8327  0.1644  0.1265  0.5052
Si  1.2172  -1.2749  14.5663  0.0113  0.1388  0.5396
Si  1.3421  3.183  14.6439  -0.0647  -0.0675  0.5472
Si  1.7602  6.291  14.2213  0.2542  -0.0177  0.3141
Si  1.3379  10.9618  14.7121  -0.072  -0.0377  0.6147
Si  5.0158  -0.3752  14.563  -0.0001  0.1476  0.3909
Si  4.9619  2.1146  14.543  0.0782  -0.1615  0.5119
Si  5.1536  7.0474  14.8282  0.0065  -0.0241  0.4819
Si  5.1677  10.1634  14.8198  0.0358  0.0504  0.6285
Si  8.9006  -0.4722  14.4364  -0.0071  -0.2076  0.5818
Si  8.9598  2.691  14.5703  -0.1129  0.1269  0.5721
Si  8.9804  7.1615  14.8703  -0.0327  -0.0931  0.534
Si  7.1323  10.6164  15.9748  -0.0115  0.0328  -0.0138
Si  -0.6622  -0.9596  15.9749  0.006  0.0443  0.004
Si  -0.7135  3.0026  15.8194  -0.0104  -0.0142  0.013
Si  -0.756  6.8697  15.8454  -0.2657  -0.0155  0.3087
Si  -0.6783  10.663  15.918  -0.0137  -0.0299  -0.0877
Si  3.1425  -0.884  15.8847  0.03  0.0034  0.0228
Si  3.2089  2.8576  15.9821  0.0394  -0.0292  0.0333
Si  3.2198  6.7008  16.0133  -0.0166  0.0005  0.0629
Si  3.2255  10.6091  16.057  0.026  -0.0093  0.0367
Si  6.9897  -0.8384  15.7867  0.0164  -0.0066  -0.0203
Si  6.9266  2.9026  15.7448  -0.0421  0.0128  -0.0322
Si  7.0626  6.8136  16.1007  0.022  -0.0238  0.0693
Si  9.1405  10.2695  14.7467  -0.0475  0.1018  0.5274
Si  10.8467  -0.9284  15.8049  0.006  0.0544  0.0395
Si  10.8039  3.0094  15.9989  -0.0288  -0.0383  0.081
Si  10.8949  6.8856  16.123  0.0506  -0.018  0.0571
Si  10.9369  10.6658  16.2127  0.0744  0.016  0.0453
Si  -0.0796  1.9452  -4.8479  0.0049  0.0181  -0.0368
Si  0.0231  5.7926  -4.8088  -0.0343  0.0043  -0.0029
Si  -0.0522  9.6163  -4.764  0.0137  -0.0071  -0.0232
Si  -0.0052  -1.9634  -4.6997  -0.0665  0.0105  -0.0293
Si  3.7443  1.8656  -4.7311  -0.0077  -0.0184  -0.015
Si  3.9117  5.6702  -4.7025  -0.0083  -0.0085  0.022
Si  3.7651  9.5373  -4.719  0.038  0.0107  0.0271
Si  3.8851  -1.9067  -4.7787  -0.0296  -0.004  -0.0079
Si  7.6636  1.93  -4.8386  -0.0305  -0.0037  -0.0013
Si  7.6435  5.672  -4.8011  0.0259  0.0081  -0.0049
Si  7.7321  9.6294  -4.6398  -0.0067  0.0155  0.0555
Si  7.6989  -1.8677  -4.8794  0.0295  -0.0171  -0.0409
Si  11.542  1.889  -4.8027  -0.0014  0.0018  -0.0358
Si  11.5044  5.791  -4.6643  0.0325  0.0009  0.018
Si  11.6167  9.6366  -4.5274  -0.0268  -0.0082  0.017
Si  11.4581  -1.8403  -4.6826  -0.0158  -0.0099  -0.0277
Si  -1.9494  1.9409  -3.3796  -0.0194  0.0039  -0.0372
Si  -1.898  5.7139  -3.3772  -0.0038  0.0008  -0.0389
Si  -1.8579  9.5637  -3.2325  -0.0322  0.0043  0.0628
Si  -1.9575  -1.8718  -3.3604  0.0123  -0.0424  0.0428
Si  1.8128  1.8539  -3.4425  0.0159  0.0183  0.0011
Si  1.9382  5.7495  -3.3975  -0.0239  0.0277  -0.0106
Si  1.8632  9.5902  -3.379  0.0113  -0.0055  0.0088
Si  1.9417  -2.0102  -3.4272  0.0353  -0.0436  -0.0176
Si  5.7374  1.9899  -3.471  0.0058  0.0883  -0.0489
Si  5.7979  5.692  -3.3179  -0.0367  0.0104  0.0166
Si  5.7405  9.5406  -3.4024  0.0099  -0.0283  -0.0101
Si  5.8121  -1.8077  -3.4823  -0.0182  -0.0056  0.0312
Si  9.5816  1.869  -3.4559  -0.01  0.0148  0.0052
Si  9.5428  5.7761  -3.3921  0.0238  0.0509  0.0182
Si  9.6263  9.6877  -3.2698  -0.038  0.0097  -0.0279
Si  9.5381  -1.9114  -3.3921  -0.0158  -0.0079  0.001
Si  -1.938  0.0572  -1.9666  0.0045  -0.0005  0.0323
Si  -1.9412  3.8274  -1.9133  0.0265  -0.0307  0.0454
Si  -1.8801  7.5536  -1.9395  -0.0023  0.0669  0.0257
Si  -1.9201  11.5704  -1.9945  0.0149  -0.0296  -0.0477
Si  1.8614  -0.1056  -2.1191  0.001  0.0247  0.0532
Si  1.8767  3.7747  -2.1146  0.0297  -0.0099  0.0461
Si  1.9495  7.7039  -1.9978  -0.0023  -0.0644  0.0817
Si  1.9302  11.4948  -2.0019  -0.0485  0.0083  -0.0011
Si  5.7487  0.1454  -2.1118  -0.0409  -0.0415  0.0666
Si  5.7631  3.7852  -1.912  0.0039  -0.0027  0.0498
Si  5.7861  7.6144  -1.9771  0.0556  0.0598  0.0831
Si  5.7951  11.5756  -2.2729  -0.0117  0.0501  0.0283
Si  9.5693  -0.0504  -2.0311  -0.0038  0.0277  0.0102
Si  9.5654  3.8114  -2.1313  -0.0018  -0.0545  0.0369
Si  9.5802  7.7418  -2.0189  0.0158  -0.0788  0.0502
Si  9.5632  11.6169  -1.9129  0.0503  0.0185  0.01
Si  0.0358  -0.0518  -0.6489  -0.0256  0.0187  -0.0174
Si  0.0751  3.7783  -0.5968  -0.0286  0.0101  0.0152
Si  0.0601  7.5892  -0.5755  -0.0142  -0.0724  -0.0373
Si  0.0127  11.5301  -0.6227  -0.0062  0.012  0.0505
Si  3.7834  0.0317  -0.7908  0.0275  0.0083  -0.0636
Si  3.7371  3.743  -0.6572  0.0206  0.0157  -0.007
Si  3.8779  7.6893  -0.5609  -0.0167  0.007  -0.0019
Si  3.9684  11.55  -0.8588  -0.0231  -0.0001  -0.0471
Si  7.6239  0.0704  -0.7158  -0.0012  -0.0052  -0.029
Si  7.7596  3.8289  -0.597  -0.0312  0.0373  0.058
Si  7.7065  7.7251  -0.5885  -0.0355  0.0595  -0.0031
Si  7.5305  -3.7773  -0.7256  -0.0188  -0.0041  0.0168
Si  11.4799  0.0065  -0.6032  0.0416  0.0167  -0.0341
Si  11.3843  3.8079  -0.6664  0.0578  0.0026  0.0055
Si  11.498  7.6233  -0.6597  0.0134  -0.1098  -0.0288
Si  11.5396  -3.7996  -0.6279  -0.013  0.0149  0.0166
Si  0.6746  1.8145  0.626  0.1506  0.0252  -0.4844
Si  0.826  5.674  0.6069  0.0487  0.057  -0.5042
Si  -0.3694  9.5719  0.6311  0.116  -0.0506  -0.5765
Si  -0.2795  -1.9609  0.7204  0.1653  0.02  -0.715
Si  3.1  1.8169  0.6088  -0.008  -0.0064  -0.0696
Si  3.244  5.6834  0.5811  -0.1314  0.0404  -0.4932
Si  3.0891  8.6473  4.4383  -0.1  0.033  -0.0939
Si  4.376  -1.9077  0.389  -0.0289  -0.0031  -0.0447
Si  8.4214  1.8769  0.579  0.1277  0.0295  -0.4913
Si  8.3342  5.8006  0.6438  0.2073  0.0086  -0.5219
Si  7.0684  9.6927  0.5932  0.0153  -0.0989  -0.0162
Si  6.7819  -1.8181  0.4045  -0.0019  0.0602  -0.1441
Si  10.8218  1.9051  0.6488  0.0456  0.0215  -0.1043
Si  10.7591  5.7368  0.5609  0.0034  0.049  -0.0855
Si  -3.5488  9.5802  0.5866  -0.1006  0.015  -0.5701
Si  -3.4461  -1.8975  0.7275  -0.3059  0.0441  -0.2636
Si  -0.7976  2.0625  3.4182  -0.0023  -0.0278  -0.1864
Si  -0.7435  5.0023  3.0974  -0.0825  0.1824  0.0629
Si  0.1241  9.0343  3.5443  0.0308  -0.0544  -0.1086
Si  1.5398  -1.9898  3.4142  0.1595  0.0532  -0.207
Si  4.0404  1.3466  2.7182  -0.2028  0.043  -0.515
Si  4.1625  6.1756  3.5095  -0.0456  -0.048  -0.1863
Si  4.6386  9.7378  0.4655  0.176  -0.2379  -0.5378
Si  3.7652  -1.7816  2.6698  -0.1294  -0.0826  -0.3831
Si  6.971  2.2259  3.2695  0.1115  -0.0629  -0.182
Si  7.2205  5.3744  3.5898  0.0243  0.0037  -0.2125
Si  7.5396  10.3532  2.8471  -0.0929  -0.197  -0.5284
Si  7.6977  -1.878  2.5033  -0.2457  0.041  -0.4268
Si  11.4517  2.2491  2.9272  -0.1227  -0.0619  -0.4483
Si  -3.5245  5.1962  2.511  -0.2868  0.0478  -0.4216
Si  10.4479  10.2367  3.2972  -0.0579  -0.0057  -0.1335
Si  10.6987  -1.9924  2.7094  0.1763  -0.0219  -0.3116
Si  -0.2104  4.6779  10.6845  -0.0164  -0.0546  0.0468
Si  -3.6243  1.1452  10.2693  -0.0081  -0.0628  -0.0158
Si  -2.6628  7.7779  6.9608  -0.0178  0.0027  -0.0434
Si  3.4688  2.3337  5.5192  0.0299  0.0371  -0.0877
Si  0.5907  11.1638  5.3818  -0.0453  0.0906  -0.0997
Si  9.0876  1.5102  9.6483  0.0505  -0.1149  -0.0002
Si  4.6661  10.7891  3.365  0.188  0.0313  -0.2307
Si  -3.4857  10.476  5.9001  0.0204  -0.0146  -0.0856
Si  -2.3419  5.9838  9.2576  0.0487  0.0124  -0.0216
Si  -1.7951  6.7067  4.2094  0.1281  -0.2413  -0.1387
Si  5.1743  -1.6425  11.6083  -0.0141  0.0115  0.2078
Si  -0.0462  -0.1708  5.4162  -0.0035  -0.0224  -0.0795
Si  3.6098  -1.4399  9.15  0.0473  -0.0599  0.0046
Si  3.1475  5.0877  6.2264  0.0014  0.0188  -0.0998
Si  -1.6974  -2.7569  9.4466  -0.023  -0.0309  0.0661
Si  1.785  2.3578  10.0912  -0.0814  -0.0129  0.0612
Si  1.5809  7.0246  11.2949  0.0279  -0.0354  0.1254
Si  4.5826  2.9739  11.447  -0.0092  -0.0128  0.1352
Si  10.7273  -0.1586  7.8799  -0.0164  0.0644  -0.0227
Si  6.3203  -0.8487  7.8656  -0.0089  0.0173  -0.0405
Si  -3.1625  7.6255  11.6715  0.041  -0.0115  0.1815
Si  7.2219  8.3482  7.6804  0.0336  0.0369  -0.0273
Si  9.7558  10.2084  8.002  0.0399  -0.0296  -0.0178
Si  -1.7616  2.4705  12.0727  0.0428  0.0244  0.115
Si  -3.4677  10.1262  10.1166  0.0386  0.0645  0.0733
Si  5.6382  3.7615  6.8555  -0.0654  -0.0331  -0.0611
Si  1.9818  9.7799  7.7198  0.0668  -0.0517  -0.0344
Si  1.2855  -3.487  9.7386  0.0023  0.0812  0.0175
Si  0.7656  1.0137  12.5431  0.0663  -0.0187  0.1182
Si  2.6286  6.9937  8.4431  0.008  0.0009  -0.0089
Si  4.4198  8.6839  7.1794  -0.0288  0.0539  -0.0523
Si  10.5311  0.0077  4.9021  -0.0185  0.0549  -0.1174
Si  8.5941  4.96  12.5976  0.0018  0.0151  0.1816
Si  8.2451  -0.9443  11.4093  0.0408  0.01  0.1537
Si  8.9532  -2.349  8.8948  0.0044  0.1087  0.0008
Si  8.0556  5.5708  6.4004  -0.0034  0.0233  -0.0881
Si  -3.1904  -1.3324  11.888  0.0999  -0.0452  0.111
Si  10.8805  -3.9257  12.5725  0.0887  -0.0556  0.2591
Si  -1.6165  -2.5203  6.4401  0.0267  -0.0161  -0.0395
Si  1.9636  0.7239  7.5615  -0.0876  0.0642  -0.0775
Si  5.5926  5.673  12.0998  0.0537  0.0248  0.1304
Si  1.9533  9.9501  11.8883  0.0201  -0.0086  0.1233
Si  6.3796  2.0656  9.2525  0.0024  -0.0586  -0.0283
Si  7.4119  -0.1747  4.9952  0.0284  -0.054  -0.0819
Si  4.9948  10.676  11.9042  -0.0113  0.0012  0.0776
Si  6.6412  8.24  10.7733  -0.0009  -0.0105  0.1181
Si  10.488  6.1998  7.969  0.0345  0.0272  0.021
Si  9.431  6.9463  10.7765  -0.0073  -0.0501  0.0439
O  0.376  7.0389  14.6435  -0.0774  0.2202  -0.108
O  0.1101  1.6036  2.1602  0.0625  -0.1892  0.1374
O  0.5086  5.5566  2.2265  0.2528  0.1213  0.2613
O  0.4427  9.5683  2.0489  0.3219  0.1513  0.076
O  1.5092  8.434  4.1439  0.0046  -0.2354  0.1003
O  0.579  -2.0241  2.0969  0.185  -0.0141  0.2657
O  5.5083  2.0182  2.6311  -0.0356  0.1312  -0.1706
O  3.794  5.4449  2.1173  0.0784  -0.2158  0.1367
O  5.7159  5.9058  3.842  0.0345  0.0809  0.1778
O  4.1294  10.272  1.9278  -0.3085  0.0681  0.0323
O  8.0384  1.7226  2.1661  0.0796  -0.1071  0.2387
O  7.8036  5.9312  2.1931  -0.0705  0.1684  0.1585
O  8.8983  9.7651  3.5437  -0.0264  -0.3226  0.3319
O  9.2376  -1.3629  2.3441  0.103  0.2866  -0.1979
O  -2.353  1.9115  3.021  -0.021  -0.1538  -0.0617
O  -1.9964  4.7713  2.0277  0.1394  -0.1248  -0.2361
O  -1.9662  9.6025  1.0177  -0.0052  -0.0144  0.2302
O  -1.8525  -1.913  1.1646  -0.1216  0.0301  0.2775
O  -2.2412  -1.1466  13.1844  0.348  0.1782  -0.1207
O  -2.917  2.6601  13.1859  -0.3528  -0.1793  -0.116
O  -2.7776  5.0258  14.1992  -0.0593  0.0013  -0.2151
O  -2.7078  7.4904  13.219  0.1077  0.233  -0.0839
O  11.0417  -2.3319  12.4178  -0.291  0.2095  0.0176
O  -3.1711  10.8862  13.3354  0.1756  -0.2835  -0.3165
O  1.5258  9.956  13.4458  -0.0742  -0.2706  -0.0587
O  1.2979  -2.8662  14.1612  0.0088  0.0141  -0.2641
O  1.136  -0.4314  13.1606  0.0596  -0.1373  -0.3254
O  1.535  2.1667  13.3798  0.2772  -0.0432  -0.126
O  -2.3323  11.1371  9.5546  0.1411  -0.1527  -0.1224
O  2.2743  6.7799  12.7501  0.3056  0.1135  -0.1733
O  1.3628  -4.0804  11.235  -0.1686  0.2271  0.1974
O  4.8375  -1.173  13.1233  -0.1352  -0.1356  -0.1039
O  4.6248  2.5886  13.0118  -0.0535  0.0127  -0.0677
O  5.8067  2.1862  10.7489  0.1815  -0.1807  0.1892
O  7.1433  4.245  6.5749  0.2046  -0.23  0.0167
O  5.0201  6.0301  13.5655  -0.1476  -0.1992  -0.0317
O  5.1959  -4.3454  13.4441  0.0757  0.3749  -0.0884
O  5.1344  8.6023  14.2997  -0.0396  0.0197  -0.2746
O  6.663  -1.1627  11.2745  -0.0182  0.0597  -0.1401
O  6.1442  9.6547  11.3888  0.2028  0.0852  -0.0513
O  9.0419  1.1249  14.1331  0.0796  0.045  -0.2202
O  8.6693  -1.123  12.9591  0.021  -0.2241  -0.096
O  1.0504  3.778  10.2697  0.1674  0.1428  -0.117
O  9.0644  3.5333  13.1705  0.1556  -0.1388  -0.3347
O  9.0101  6.101  13.6541  0.1446  -0.0465  -0.1506
O  5.0739  -3.2292  11.2407  0.0194  -0.0483  -0.2998
O  -0.3987  3.5854  3.788  0.1734  0.0993  0.4124
O  1.0525  -0.8002  4.4051  0.1651  0.1554  0.0473
O  -1.9835  7.3058  8.3638  0.3344  0.244  0.1192
O  1.4171  -3.3474  4.2904  0.2074  -0.1544  0.0358
O  3.2298  2.0213  3.955  -0.31  0.1224  0.0355
O  4.2195  -0.2473  3.0538  0.0834  -0.0208  0.2189
O  3.2016  5.6827  4.7161  -0.2833  -0.0315  -0.0039
O  3.89  7.7624  3.3323  0.1484  0.1743  -0.2968
O  3.5898  10.1835  4.3839  -0.2075  0.2409  0.3511
O  4.6617  -2.9718  3.4001  0.1061  0.1408  0.3098
O  7.1751  1.3726  4.6131  -0.0146  0.2014  0.3592
O  7.2199  3.7737  3.5586  0.0504  0.0189  0.1318
O  8.161  5.8695  4.8094  0.3308  0.242  -0.0192
O  -1.0898  7.9792  3.4845  -0.1459  0.0511  -0.1674
O  7.7605  -3.4414  2.8639  0.0685  -0.03  0.2126
O  9.4145  0.7353  8.2512  -0.2633  0.0886  -0.2792
O  10.6614  1.4081  4.0828  -0.1552  0.1297  0.2326
O  1.3291  8.6226  11.2029  -0.2677  0.0998  -0.2434
O  11.2081  3.8521  3.2089  -0.2647  0.0618  0.3194
O  -3.3059  6.3981  3.6111  -0.2453  0.2818  0.2564
O  10.5506  -3.5501  3.1144  0.0088  0.0214  0.1408
O  -3.9192  9.8424  4.4712  0.2002  -0.2915  0.0266
O  7.4124  6.8428  7.1481  -0.1376  -0.0458  0.0596
O  11.2267  -1.1521  4.0002  0.3551  -0.053  0.2042
O  10.4818  2.1358  10.1755  0.0278  0.5368  0.1475
O  -0.9869  3.8703  11.8569  -0.0081  0.2136  0.1757
O  4.6629  5.0426  6.8081  0.1586  0.342  0.1837
O  5.0385  2.715  5.7564  0.2901  -0.1817  -0.1906
O  1.5376  10.1925  6.232  0.1261  -0.1412  -0.0831
O  -0.2086  -3.3225  6.4241  0.153  0.041  0.2847
O  0.6218  0.1621  6.8527  -0.1626  -0.0438  0.2572
O  -3.8684  0.0663  11.4606  -0.2319  0.1198  0.1842
O  0.236  6.1237  11.2657  -0.2492  0.1331  0.0995
O  3.6055  9.9756  7.7535  0.2719  0.4429  0.1915
O  8.995  -0.371  5.248  0.0165  -0.1464  0.2109
O  6.516  -0.5611  6.2799  -0.2212  -0.0621  -0.0221
O  9.6725  6.9199  9.1773  -0.1524  0.1398  -0.1166
O  10.9268  9.5789  8.957  -0.0087  -0.2643  -0.0491
O  8.607  9.1622  7.5524  0.0573  -0.0056  -0.1524
O  -1.8923  6.9742  5.7903  0.2323  -0.1792  0.1934
O  10.6179  7.6407  11.6047  -0.1501  0.2208  0.1825
O  10.5168  10.7485  6.6912  -0.2115  0.2437  -0.1181
O  -1.1321  4.9219  9.364  0.0687  -0.2309  -0.3937
O  -3.6727  5.3288  8.5825  -0.0497  -0.4933  -0.0083
O  -2.0332  -2.1876  7.9651  -0.1899  0.2365  0.0389
O  -2.3697  -1.8821  10.6191  0.1073  0.0667  -0.0969
O  6.3027  0.5575  8.6762  -0.0442  -0.0265  0.0246
O  9.017  -3.9409  8.6996  -0.2224  -0.1014  0.148
O  2.575  3.5852  6.0251  -0.4709  -0.0269  0.0875
O  2.2716  5.8348  7.3562  -0.3583  -0.1073  0.0564
O  5.6743  7.0292  11.2332  -0.2427  0.0648  -0.181
O  1.1619  10.6596  8.7538  -0.2751  -0.0994  0.0179
O  1.6695  1.9877  8.5247  -0.1256  0.2341  -0.1691
O  4.6692  4.5905  11.3472  -0.2345  0.1584  -0.3125
O  2.6207  -0.3701  8.509  -0.0801  -0.0466  0.0894
O  9.5035  5.2973  7.0695  0.1374  -0.3736  -0.0829
O  6.6876  8.3817  9.1873  -0.1344  0.0535  -0.0513
O  9.006  -2.0317  10.4835  0.1786  -0.2674  0.1289
O  10.255  -1.6895  8.1608  0.1969  -0.2775  -0.1128
O  8.5625  0.5191  10.814  -0.0654  0.1662  0.1601
O  9.026  8.6958  14.2874  -0.0168  0.0007  -0.2908
O  7.5612  -1.7774  8.3122  -0.078  -0.1491  -0.0627
O  -2.325  2.0133  10.6299  0.1803  0.133  -0.3633
O  -0.542  1.1937  4.7354  -0.0632  0.1136  0.2578
O  10.8717  10.8403  11.1232  -0.3272  -0.0106  -0.2394
O  -0.8128  1.3103  12.6787  -0.2262  -0.2422  0.1578
O  3.5624  9.958  11.6722  0.0444  -0.2058  -0.1823
O  1.455  4.7014  14.057  -0.0515  0.0273  -0.223
O  3.283  2.514  10.6349  0.0646  -0.0601  -0.1074
O  4.1243  -0.9301  10.6017  -0.1749  0.3183  0.1184
O  6.9916  -1.0916  3.7283  -0.3163  0.0047  0.1366
O  11.2361  0.0619  6.363  0.355  0.0928  0.023
O  5.5498  3.0624  8.3022  -0.2123  0.1038  0.1551
O  3.0387  1.0684  6.4062  0.181  -0.2922  -0.0452
O  4.1717  7.4885  8.2586  0.3374  -0.2043  0.2832
O  9.2999  5.3831  11.2105  0.1634  -0.3268  -0.3399
O  7.9259  2.5653  9.3185  0.1004  0.4792  -0.0775
O  -2.6343  6.3806  10.7967  0.0675  -0.2405  0.1646
O  1.1298  1.1586  10.977  -0.038  -0.3053  -0.2545
O  9.5091  -4.2545  13.3762  -0.2797  0.1761  -0.2173
O  8.1423  7.8218  11.2078  0.052  0.1947  0.2004
O  -0.3945  10.2353  4.4972  -0.4202  0.0651  0.0515
O  5.9675  8.9913  6.8549  0.1465  0.2557  -0.284
O  -2.7159  -3.4898  5.7465  -0.1032  0.1176  -0.2026
O  -3.4744  0.3445  8.8647  0.3937  -0.0722  -0.158
O  2.6595  -2.7341  9.352  0.1231  -0.1139  -0.0694
O  3.603  8.138  5.8812  -0.0407  -0.2675  0.0831
O  11.1575  7.3396  7.018  -0.2761  0.1465  -0.2477
O  2.4343  6.5663  9.9901  0.1987  -0.2502  0.0375
O  1.6476  8.235  8.0686  -0.4326  -0.0944  0.0167
O  7.0095  4.9421  12.35  -0.0735  -0.214  -0.0608
O  -2.5694  9.37  6.6721  0.2811  0.1415  0.1488
O  10.9216  9.5061  1.9383  -0.1469  -0.2471  0.1001
O  4.9165  -1.6208  8.1837  -0.0287  -0.2807  -0.2017
O  6.1389  10.1519  3.6674  0.0425  -0.2127  0.409
O  -0.0923  -2.6557  9.6354  0.0718  0.2632  0.0525
O  -1.328  -1.151  5.6239  -0.3096  0.0791  -0.1328
O  -2.668  8.9761  10.9285  0.3777  0.079  -0.0241

Results
free energy: -85308.243 eV
free energy less fixed offsets of O -452.00, Si -114.88 eV per atom: -1.363 eV

The program warned: the cutoff lies below the one the program advises for these potential files; the forces do not sum to zero within the program's tolerance.
